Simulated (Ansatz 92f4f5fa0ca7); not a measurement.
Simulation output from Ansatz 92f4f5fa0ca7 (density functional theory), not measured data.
Periodic cell of 237 atoms, Si146O90As1, from a study of silicon, its oxide and their interface. The atomic structure is a simulated model.
Doubt: the cutoff is far below the 930 eV that the study's wrapper takes by default for these files, so forces and energies are approximate.

Settings
functional: PBE
potential files: Ansatz PAW
basis: plane waves
wave-function cutoff: 580 eV
density cutoff ratio: 5
exchange-correlation grid ratio: 1
k mesh: 1 x 1 x 1, Gamma-centred
self-consistency stop: 5e-08 eV per atom in the density residual
occupations: fixed
spin: none
net charge: +1 e, with a uniform compensating background and no finite-size correction

Cell vectors (angstrom)
a, 11.6015, 0, 0
b, 0, 10.938, 0
c, 0, 0, 32.0622

Atoms: element, x, y, z (angstrom)
Si, -0.1966, -0.0582, 23.2764
Si, 3.67, 0.206, 23.1102
Si, 7.5532, -0.1297, 23.4527
Si, 1.6871, 1.3809, 23.4226
Si, 5.7342, 1.4114, 23.1941
Si, 9.4416, 1.2356, 23.366
Si, 0.1614, 5.3189, 23.4643
Si, 4.1215, 5.3052, 23.3972
Si, 8.0344, 5.6175, 23.5484
Si, 2.1576, 6.5912, 23.3741
Si, 5.9676, 6.7769, 23.4825
Si, 10.0114, 6.8759, 23.6012
Si, 1.9016, 2.6722, 25.3878
Si, 5.8321, 2.6628, 25.2567
Si, 9.6272, 2.6933, 25.2671
Si, 11.5946, 4.0109, 25.3897
Si, 3.893, 3.9779, 25.3231
Si, 7.7419, 4.1012, 25.3474
Si, 1.9709, 8.1573, 25.1947
Si, 5.7739, 8.1738, 25.3681
Si, 9.7108, 8.2708, 25.436
Si, 11.6377, 9.5683, 25.2666
Si, 3.864, 9.5924, 25.0751
Si, 7.6886, 9.5259, 25.4152
Si, 11.6482, -0.0033, 27.2093
Si, 3.9038, -0.0467, 27.117
Si, 7.7573, -0.0162, 27.2974
Si, 1.9859, 1.3166, 27.2838
Si, 5.8321, 1.3286, 27.2044
Si, 9.6911, 1.3358, 27.2122
Si, 11.5901, 5.476, 27.2396
Si, 3.845, 5.4257, 27.2166
Si, 7.714, 5.4691, 27.274
Si, 1.9359, 6.8282, 27.174
Si, 5.7585, 6.8033, 27.2782
Si, 9.6556, 6.826, 27.2966
Si, 1.9459, 2.7255, 29.1845
Si, 5.7952, 2.7248, 29.1292
Si, 9.6792, 2.7298, 29.1434
Si, 0.0106, 4.0986, 29.1636
Si, 3.8629, 4.0918, 29.1713
Si, 7.7329, 4.0886, 29.1906
Si, 1.9407, 8.1915, 29.1196
Si, 5.7913, 8.1882, 29.192
Si, 9.6702, 8.1993, 29.2224
Si, 0.0066, 9.5595, 29.1454
Si, 3.8756, 9.5604, 29.098
Si, 7.7323, 9.5472, 29.2134
Si, 0.0023, -0.002, 31.0921
Si, 3.852, 0.0111, 31.0524
Si, 7.74, 0.0119, 31.1111
Si, 1.9243, 1.3709, 31.1101
Si, 5.7982, 1.352, 31.0578
Si, 9.6739, 1.3629, 31.0886
Si, 0.0084, 5.4675, 31.0953
Si, 3.8699, 5.475, 31.0992
Si, 7.7398, 5.4664, 31.1249
Si, 1.937, 6.838, 31.0702
Si, 5.8039, 6.8275, 31.112
Si, 9.6773, 6.8265, 31.1434
Si, 1.9254, 2.7462, 0.9796
Si, 5.8029, 2.8035, 0.8605
Si, 9.6778, 2.73, 0.9649
Si, -0.012, 4.1103, 0.9639
Si, 3.8466, 4.1238, 0.9869
Si, 7.7671, 4.1187, 1.0073
Si, 1.9268, 8.21, 0.9442
Si, 5.8003, 8.207, 0.9642
Si, 9.6656, 8.2177, 1.0104
Si, -0.0052, 9.5871, 0.9829
Si, 3.868, 9.5676, 0.9263
Si, 7.7292, 9.5658, 0.9628
Si, 11.6104, 0.0291, 2.919
Si, 3.7966, -0.0386, 2.8897
Si, 7.7977, -0.0325, 2.8977
Si, 1.9254, 1.4113, 2.9247
As, 5.8137, 1.3686, 2.807
Si, 9.672, 1.3965, 2.9229
Si, 11.564, 5.5011, 2.8731
Si, 3.8826, 5.5029, 2.9165
Si, 7.7358, 5.5205, 2.9232
Si, 1.9128, 6.8183, 2.8614
Si, 5.8109, 6.8561, 2.8877
Si, 9.6603, 6.8984, 2.9757
Si, 1.9097, 2.826, 4.8302
Si, 5.8405, 2.7074, 4.8068
Si, 9.6046, 2.7914, 4.8454
Si, 11.5433, 4.1335, 4.7806
Si, 3.9125, 4.0903, 4.8189
Si, 7.7275, 4.2005, 4.8776
Si, 1.8873, 8.1486, 4.7985
Si, 5.8099, 8.2445, 4.7845
Si, 9.66, 8.3244, 4.9089
Si, 11.6322, 9.6541, 4.8856
Si, 3.8286, 9.4742, 4.8024
Si, 7.7081, 9.6681, 4.9075
Si, 11.5933, 0.2276, 6.7764
Si, 3.7396, -0.0654, 6.6681
Si, 7.7182, 0.0525, 6.9264
Si, 2.043, 1.4977, 6.7605
Si, 5.7073, 1.2327, 6.643
Si, 9.6473, 1.5187, 6.8383
Si, 11.5263, 5.4956, 6.7004
Si, 3.9855, 5.428, 6.7897
Si, 7.7352, 5.6688, 6.83
Si, 1.9769, 6.6404, 6.6494
Si, 5.8127, 6.9754, 6.7493
Si, 9.7551, 7.0381, 6.911
O, 9.9983, 7.9692, 8.3005
O, 7.6727, 9.9268, 8.235
O, 7.4038, 4.7215, 8.1618
O, 3.3557, 10.3396, 8.2198
O, 2.0446, 7.5444, 8.0295
O, 4.0022, 4.5806, 8.2448
O, 9.778, 2.446, 8.2269
O, 2.613, 2.3338, 8.1184
O, 11.3856, 4.5695, 8.0714
O, 5.3579, 2.3738, 7.7984
O, 5.812, 7.9871, 8.0828
O, 11.321, 10.3073, 8.1569
O, 11.2736, 10.092, 21.7985
O, 3.2299, 10.7157, 21.5334
O, 5.7767, 7.7822, 22.1648
O, 4.2222, 4.4606, 21.9458
O, 7.6853, 9.6932, 22.1926
O, 10.3291, 7.6736, 22.1799
O, 1.6162, 2.4035, 22.1156
O, 5.9438, 2.4461, 21.8864
O, 8.443, 4.7071, 22.2157
O, -0.0696, 4.4549, 22.0416
O, 2.3315, 7.3902, 21.9367
O, 9.1216, 1.889, 21.8702
Si, 1.9171, 7.7779, 9.6116
Si, 5.0337, 0.5854, 17.6909
Si, 2.4919, 5.4241, 14.0264
Si, 10.568, 3.8628, 14.0582
Si, 8.2815, 2.3884, 15.2627
Si, 9.5462, 2.2495, 20.3446
Si, 10.5064, 3.6487, 9.0791
Si, 0.0319, 2.3155, 11.5707
Si, 11.0194, 8.1394, 15.3968
Si, 5.1651, 6.9357, 13.9941
Si, 5.7512, 2.6143, 11.1166
Si, 8.582, 7.6738, 19.3913
Si, 8.119, 4.8516, 20.6303
Si, 5.9183, 9.5924, 15.2062
Si, 2.1155, 7.6462, 20.349
Si, 1.9286, 4.8975, 18.7955
Si, 4.4956, 3.4475, 18.0186
Si, 8.5048, 8.9325, 16.8216
Si, 0.8286, 9.4824, 13.3013
Si, 9.9093, 10.652, 11.7219
Si, 5.3511, 3.7132, 21.0193
Si, 0.5897, 5.5291, 16.2664
Si, 10.7847, 9.1446, 9.1476
Si, 6.5694, 8.9049, 21.2914
Si, 7.1137, 7.103, 11.4862
Si, 2.6735, 0.7364, 12.22
Si, 10.894, 8.6875, 21.041
Si, 6.039, 4.3265, 15.6353
Si, 7.0865, 0.491, 12.9776
Si, 4.0592, 2.9733, 8.5869
Si, 0.8796, 6.7408, 11.9011
Si, 6.5689, 9.0464, 9.0793
Si, 0.6668, 3.2921, 21.1474
Si, 9.8004, 6.5083, 12.8947
Si, 7.7146, 4.5332, 9.7485
Si, 3.9886, 10.0777, 20.2225
Si, 4.2622, 3.0404, 13.5306
Si, 3.8518, 10.0074, 9.7447
Si, 8.0538, 0.7834, 18.0377
O, 11.5094, 3.2249, 12.9053
O, 9.339, 4.4736, 9.8852
O, 8.8055, 3.6106, 19.8576
O, 4.034, -0.0539, 18.8132
O, 11.3383, 4.5355, 15.3163
O, 9.8573, 9.7936, 10.3256
O, 3.7634, 1.537, 13.1396
O, 0.6497, 9.0633, 14.8676
O, 6.4716, 0.9808, 18.3836
O, 4.7593, 3.1718, 19.6094
O, 6.2504, 1.1822, 11.7479
O, 0.5431, 8.6213, 9.8691
O, 5.6454, 4.3184, 17.2295
O, 8.4423, 7.1932, 12.3935
O, 4.4123, 2.6245, 10.1475
O, 2.0753, 5.6578, 15.5832
O, 3.3783, 0.0635, 10.9236
O, 5.8881, 7.2172, 12.5526
O, 2.3069, 6.3549, 19.3953
O, 0.6549, 4.9504, 17.783
O, 8.4126, 10.6885, 12.3698
O, 5.4716, 10.0749, 9.6953
O, 0.6019, 8.2102, 20.1985
O, 9.7745, 2.6076, 14.6987
O, 1.9997, 10.5932, 13.2264
O, 9.9454, 9.1132, 16.1072
O, 6.1453, 10.361, 13.78
O, 7.4723, 1.5999, 14.101
O, 1.6468, 3.9182, 20.0392
O, 5.9034, 5.7928, 14.9214
O, 7.3406, 8.9532, 15.6974
O, 1.509, 1.6697, 11.6037
O, 7.192, 8.2862, 10.3699
O, 4.32, 1.9941, 17.2839
O, 7.0357, 3.1598, 10.2842
O, 11.5414, 7.0117, 16.4362
O, 8.2825, 10.143, 17.8502
O, 3.2658, 8.5325, 10.1147
O, 7.5876, 3.8411, 15.5198
O, 3.1422, 4.3161, 17.903
O, 2.9046, 3.8954, 13.707
O, 1.3351, 8.204, 12.446
O, 1.207, 5.6805, 13.0748
O, 4.9786, 8.3062, 14.8651
O, 11.1685, 2.395, 20.3404
O, 10.9785, 9.9912, 12.7565
O, 5.2848, 3.5765, 12.3611
O, 5.0906, 3.1974, 14.9186
O, 6.4876, 4.808, 20.562
O, 8.3953, 1.5638, 16.6551
O, 10.4079, 1.2421, 11.459
O, 10.8749, 6.6107, 11.6635
O, 3.2625, 8.679, 19.8532
O, 1.7188, 6.433, 10.5289
O, 7.1669, 8.2037, 19.9718
O, 8.4967, 7.5893, 17.7594
O, 3.6753, 6.4354, 13.6124
O, 9.5709, 4.9617, 13.3617
O, 5.5227, 10.0034, 20.7482
O, 10.3216, 7.3778, 14.1504
O, 8.7832, 6.1703, 19.9673
O, 7.065, 5.7092, 10.6546
O, 5.2608, 10.5476, 16.3791
O, 9.0485, 1.1524, 19.2638
O, 11.5748, 3.1666, 10.1914
O, 9.7425, 8.7128, 19.8881

Results
free energy: -148857.890 eV
free energy less fixed offsets of As -4856.12, O -568.88, Si -635.61 eV per atom: -3.510 eV

Forces (eV/angstrom), in the order of the atoms: element, x, y, z
Si, -0.0052, -0.0207, -0.1181
Si, -0.0251, -0.0004, -0.1444
Si, -0.0042, -0.0163, -0.1019
Si, -0.0137, 0.0078, -0.1186
Si, 0.0152, 0.0128, -0.1274
Si, -0.0155, 0.0151, -0.1262
Si, -0.0261, -0.0264, -0.1264
Si, 0.0267, -0.0264, -0.1297
Si, 0.0122, -0.0381, -0.1096
Si, 0.0049, 0.0364, -0.1261
Si, -0.0032, 0.0209, -0.1093
Si, 0.0333, 0.0147, -0.1182
Si, 0.0131, 0.0242, 0.0005
Si, 0.0066, 0.0329, -0.0033
Si, -0.0012, 0.0037, 0.0058
Si, -0.0019, -0.016, 0.0204
Si, -0.0126, -0.0204, 0.03
Si, 0.0042, -0.0075, 0.0355
Si, -0.0003, 0.0154, 0.0086
Si, -0.002, 0.0193, 0.0284
Si, -0.0173, 0.0139, 0.0466
Si, -0.0043, -0.009, -0.004
Si, 0.0148, -0.0123, -0.0106
Si, 0.0108, -0.0209, 0.0017
Si, -0.0121, -0.0106, -0.0056
Si, 0.0016, 0.009, -0.0238
Si, 0.0163, -0.0081, 0.006
Si, -0.0006, -0.0041, 0.0177
Si, -0.0074, -0.0409, -0.0141
Si, 0.0102, -0.0008, -0.0211
Si, -0.0054, 0.0025, 0.0063
Si, 0.0097, 0.0047, 0.0058
Si, -0.0036, -0.0033, 0.004
Si, -0.0008, -0.016, -0.0142
Si, 0.015, -0.0055, 0.0013
Si, -0.0201, 0.0093, 0.0097
Si, -0.0499, 0.0014, -0.0219
Si, 0.0071, 0.0459, 0.0041
Si, -0.0172, -0.0072, 0.0196
Si, 0.0163, 0, -0.0241
Si, 0.0257, 0.0154, -0.0041
Si, 0.0221, -0.0011, -0.0434
Si, 0.0056, -0.0071, 0.005
Si, 0.0415, -0.0067, -0.057
Si, 0.0138, -0.0378, -0.0502
Si, -0.0055, 0.0141, 0.0419
Si, -0.0401, 0.0199, 0.0587
Si, -0.0091, -0.0038, -0.0524
Si, -0.0029, -0.0665, -0.0241
Si, 0.027, -0.0912, -0.0305
Si, -0.0219, -0.0353, 0.0006
Si, -0.001, 0.0217, 0.0316
Si, -0.0158, 0.0144, -0.0547
Si, 0.0147, 0.0508, -0.0401
Si, -0.0007, -0.0181, 0.0033
Si, -0.0021, -0.0236, -0.0274
Si, 0.0054, -0.0094, -0.0623
Si, 0.016, 0.0407, -0.0286
Si, -0.0005, -0.0315, 0.0177
Si, -0.0128, 0.033, 0.0112
Si, 0.0029, -0.0169, 0.0099
Si, -0.0116, 0.003, 0.0188
Si, -0.0296, -0.037, 0.0061
Si, 0.0337, 0.0403, -0.0077
Si, 0.0257, 0.0509, -0.0313
Si, -0.0407, 0.0285, -0.0369
Si, -0.0354, -0.0401, 0.0372
Si, -0.0261, 0.0185, -0.0125
Si, 0.0538, -0.0463, -0.003
Si, 0.0237, 0.0357, -0.0272
Si, -0.0108, 0.0328, -0.0449
Si, -0.0008, 0.0132, -0.0234
Si, -0.0012, -0.0693, 0.0091
Si, 0.0679, 0.071, 0.0951
Si, -0.0639, 0.0497, 0.0632
Si, 0.0021, 0.0258, 0.0083
As, -0.0186, -0.112, 0.1116
Si, 0.0161, 0.0275, 0.0149
Si, 0.0138, -0.0224, -0.0047
Si, -0.043, -0.0818, 0.0098
Si, 0.0231, -0.0763, 0.028
Si, 0.01, 0.0591, -0.0134
Si, -0.007, 0.0416, -0.0186
Si, -0.0052, 0.0491, 0.0015
Si, 0.0263, 0.0045, -0.0342
Si, -0.0714, 0.2872, -0.1525
Si, -0.0157, 0.0042, -0.059
Si, -0.0035, 0.0066, 0.0177
Si, 0.0548, -0.0051, 0.017
Si, -0.0226, 0.0179, 0.0476
Si, -0.0351, -0.0233, -0.0101
Si, -0.0019, 0.0135, 0.0434
Si, 0.0384, -0.028, 0.0031
Si, -0.0001, 0.0303, 0.0035
Si, -0.0158, 0.0205, -0.02
Si, 0.0183, 0.039, -0.0091
Si, 0.0023, -0.1097, 0.1553
Si, -0.0452, -0.0862, 0.1918
Si, 0.0489, -0.13, 0.1856
Si, 0.0124, 0.0636, 0.1357
Si, -0.0441, 0.044, 0.2522
Si, -0.0097, 0.0763, 0.1839
Si, -0.0182, -0.0877, 0.1204
Si, 0.0084, -0.0727, 0.1167
Si, 0.0038, -0.1142, 0.1514
Si, 0.0209, 0.0912, 0.1719
Si, -0.02, 0.0391, 0.1483
Si, -0.0009, 0.1009, 0.167
O, -0.0634, -0.1416, -0.2293
O, 0.0317, 0.1589, -0.2693
O, -0.0039, 0.1154, -0.2944
O, 0.0111, 0.1019, -0.4
O, 0.022, -0.111, -0.3295
O, -0.0059, 0.0867, -0.1587
O, -0.0387, -0.1292, -0.2286
O, -0.0471, -0.0551, -0.1431
O, 0.0564, 0.1373, -0.239
O, 0.1192, -0.1265, -0.2653
O, -0.022, -0.1215, -0.2216
O, 0.0367, 0.1451, -0.2513
O, 0.0197, 0.0845, 0.1672
O, -0.0125, 0.066, 0.233
O, -0.0213, -0.0944, 0.1699
O, -0.0509, 0.0652, 0.1839
O, 0.0259, 0.0665, 0.1595
O, -0.0362, -0.0838, 0.1999
O, 0.0416, -0.0822, 0.1753
O, 0.0032, -0.1, 0.1758
O, -0.0053, 0.0519, 0.2235
O, -0.0084, 0.084, 0.177
O, 0.0069, -0.0812, 0.244
O, -0.0038, -0.0673, 0.2375
Si, -0.0289, -0.054, 0.4048
Si, 0.0254, 0.0144, -0.1008
Si, 0.0268, 0.002, 0.1026
Si, -0.0276, 0.001, 0.1413
Si, 0.0141, 0.0271, 0.0505
Si, -0.003, -0.019, -0.2713
Si, 0.0267, 0.0014, 0.4118
Si, 0.0132, -0.0345, 0.2953
Si, -0.0016, 0.0076, 0.0705
Si, -0.0347, -0.0086, 0.1586
Si, 0.0503, -0.0278, 0.3632
Si, 0.0047, -0.0098, -0.1864
Si, 0.007, 0.0236, -0.2481
Si, -0.0011, -0.0227, 0.0665
Si, 0.0045, -0.0207, -0.268
Si, -0.0077, -0.0058, -0.1793
Si, -0.0003, 0.0022, -0.1461
Si, 0.0048, 0.0188, -0.0574
Si, -0.0003, -0.0046, 0.1608
Si, -0.0033, 0.0429, 0.2813
Si, 0.0132, 0.0038, -0.2902
Si, -0.01, 0.0113, -0.018
Si, -0.0055, 0.0179, 0.4169
Si, -0.0043, 0.0111, -0.2634
Si, -0.0089, -0.0154, 0.3487
Si, -0.0473, 0.0313, 0.2694
Si, -0.0003, -0.0127, -0.2755
Si, 0.028, 0.011, 0.0173
Si, 0.0077, -0.0148, 0.2173
Si, -0.0328, 0.0212, 0.3934
Si, -0.0414, -0.0209, 0.2755
Si, 0.0113, -0.0519, 0.4038
Si, 0.0025, 0.0014, -0.2846
Si, 0.024, -0.0209, 0.1833
Si, -0.0408, 0.0017, 0.3961
Si, 0.0214, -0.0135, -0.2763
Si, -0.0386, 0.0298, 0.1659
Si, -0.0326, 0.0098, 0.434
Si, -0.0272, -0.0189, -0.1168
O, 0.0298, -0.0475, -0.1414
O, 0.0284, -0.0159, -0.144
O, -0.0058, 0.0107, 0.0854
O, -0.0262, -0.0446, 0.1233
O, -0.0095, -0.0098, -0.0382
O, 0.043, -0.0894, -0.2362
O, -0.0145, -0.0382, -0.087
O, 0.0136, 0.0121, -0.0679
O, 0.0008, 0.0028, 0.0399
O, 0.0309, 0.0099, 0.1714
O, -0.0453, 0.0583, -0.1449
O, -0.0218, 0.0257, -0.1496
O, -0.0147, -0.0092, 0.0311
O, -0.0636, 0.0149, -0.1077
O, -0.0874, 0.0178, -0.2896
O, 0.0051, -0.0061, -0.0279
O, 0.0723, -0.0947, -0.23
O, 0.0682, 0.0084, -0.1632
O, 0.0012, 0.059, 0.094
O, 0.0207, -0.0089, 0.0614
O, 0.0488, -0.0194, -0.0934
O, 0.0264, -0.0001, -0.1463
O, -0.0248, 0.0087, 0.095
O, 0.0125, 0.0064, -0.0402
O, 0.029, 0.0273, -0.0776
O, -0.0012, -0.0088, -0.002
O, 0.0188, 0.0316, -0.0838
O, -0.0253, -0.0359, -0.0832
O, -0.041, -0.0468, 0.1444
O, -0.0079, 0.0163, -0.0399
O, -0.0046, 0.0021, -0.0055
O, -0.009, 0.0098, -0.091
O, -0.0329, 0.099, -0.2296
O, 0.0022, 0.0046, 0.0304
O, 0.0478, 0.0492, -0.1497
O, -0.0021, -0.0028, -0.0023
O, -0.0006, 0.0083, 0.0377
O, 0.0146, 0.0133, -0.1217
O, -0.0046, -0.0065, -0.0123
O, -0.0135, 0.0058, 0.0512
O, 0.0123, -0.0236, -0.0469
O, 0.0098, -0.0375, -0.1109
O, -0.0316, 0.0307, -0.1021
O, 0.0028, -0.0129, -0.0402
O, 0.021, 0.0113, 0.0921
O, -0.049, 0.0213, -0.1001
O, 0.0442, -0.0207, -0.164
O, -0.019, -0.0175, -0.0597
O, -0.0121, -0.0087, 0.0886
O, -0.0023, -0.0081, 0.0234
O, 0.0035, 0.0105, -0.0926
O, 0.0302, 0.0102, -0.1066
O, -0.0085, 0.005, 0.0828
O, 0.0481, 0.0442, -0.2002
O, -0.0506, 0.0294, 0.1241
O, 0.0023, -0.0198, 0.0884
O, -0.001, 0.0013, -0.0449
O, -0.0082, 0.0297, -0.0702
O, 0.0279, -0.0133, 0.1064
O, -0.0177, -0.0283, -0.0854
O, -0.0093, -0.0454, 0.0897
O, 0.0252, -0.0846, -0.1695
O, -0.0021, 0.0102, 0.0131
O, 0.0418, 0.0411, 0.1181
O, -0.0577, 0.0745, -0.2407
O, 0.0465, 0.0185, 0.1124

The program warned: the cutoff lies below the one the program advises for these potential files; the forces do not sum to zero within the program's tolerance; the exchange-correlation potential is rough where the density is thin.
